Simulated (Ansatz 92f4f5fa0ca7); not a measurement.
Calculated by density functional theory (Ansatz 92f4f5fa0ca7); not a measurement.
Periodic cell of 261 atoms, Si144O117, from a study of silicon, its oxide and their interface. The atomic structure is a simulated model.
This geometry differs little from another in the collection (a relaxation step or a small displacement).

Settings: functional r2SCAN; potential files Ansatz PAW; basis plane waves; wave-function cutoff 800 eV; density cutoff ratio 5; exchange-correlation grid ratio 1; k mesh 1 x 1 x 1, shifted by 0.5 0.5 0 of a step; self-consistency stop 1e-10 eV per atom in the density residual; occupations fixed; spin none; net charge 0.

Cell vectors (angstrom)
a  10.88  0  0
b  0  10.88  0
c  -3.522  2.4287  37.8038

Atoms and the computed forces on them: element, x, y, z (angstrom), force x, y, z (eV/angstrom)
Si  5.4013  -0.488  -2.8584  -0.0013  0.0003  -0.0043
Si  2.7043  2.9154  -2.2627  -0.0006  0.0004  -0.0019
Si  2.5198  -2.9566  0.1673  -0.0023  -0.0003  -0.0024
Si  6.2005  7.9028  -4.543  -0.0007  0  -0.0047
Si  -2.7275  2.3685  -8.4161  0.0015  0.0011  -0.002
Si  5.6192  2.4705  -6.8795  0.0007  -0.0002  -0.0042
Si  6.8433  6.3807  -1.8982  0.0006  0.0004  -0.0067
Si  2.7747  -2.0993  -1.9838  0.0001  -0.0009  0.0001
Si  3.2525  3.329  0.0175  0.0001  -0.0005  -0.0008
Si  4.9818  5.0962  0.182  0.0012  0.0022  -0.0039
Si  2.5754  -2.1935  -8.4694  0.0005  0.0004  -0.0024
Si  6.0797  0.4489  0.1028  -0.0022  0.0007  -0.0022
Si  -3.1459  2.2346  0.2056  0.0001  -0.0003  -0.0014
Si  0.2996  5.6754  0.1289  -0.0006  0.0002  -0.0023
Si  8.331  8.373  0.1102  -0.0021  0.0017  -0.0008
Si  -0.4255  -0.2307  0.149  0  0.0004  -0.0049
Si  1.4534  4.0912  1.3864  -0.0006  0.0002  0.0001
Si  4.0398  6.7739  1.5113  -0.0022  0.0011  0.0026
Si  1.2927  -1.3513  1.3688  -0.0017  0.0011  -0.0006
Si  4.1752  1.4408  1.1812  0.0001  0.0014  -0.0019
Si  6.7359  4.028  1.3575  -0.0016  0.0008  -0.0017
Si  9.539  6.8037  1.3755  -0.0002  0.001  -0.0001
Si  6.8397  9.5757  1.4712  -0.0022  0  -0.0008
Si  -1.4725  1.3062  1.5436  -0.0007  0.0002  0.0015
Si  0.0234  2.7176  2.6894  -0.0011  0.0012  -0.0002
Si  2.6733  5.4481  2.8742  -0.0003  0.0002  -0.0011
Si  -0.0098  -2.7224  2.7924  -0.0016  0.0009  -0.0017
Si  2.7424  0.0573  2.5755  -0.0014  0.0007  0.0003
Si  5.4277  2.6869  2.7759  -0.001  0.0007  0.0001
Si  8.1485  5.4194  2.6645  -0.0007  0.0008  0.0008
Si  5.438  8.1891  2.7426  -0.001  0.0008  0.0014
Si  8.1366  -0.0359  2.9484  -0.0016  0.0009  0.0013
Si  1.3905  1.3556  4.0196  -0.0007  0.0006  -0.0003
Si  4.0777  4.0611  4.1273  -0.0013  0.0003  -0.0002
Si  1.3219  -4.0617  4.1887  -0.0013  0.0007  0.0002
Si  4.0473  -1.3088  4.0444  -0.0013  0.0005  -0.0006
Si  6.7602  1.3639  4.1985  -0.001  0.0008  0.0006
Si  -1.3563  4.0825  4.0549  -0.0013  0.0003  -0.0001
Si  6.8104  6.7919  4.0474  -0.0011  0.0014  -0.0003
Si  -1.3413  9.4837  4.186  -0.0001  0  0.0013
Si  2.7051  2.6941  5.4331  -0.0014  0.0001  0
Si  5.4566  5.4466  5.4227  -0.0004  0.0011  -0.0004
Si  2.7226  -2.6762  5.4648  -0.0009  0.0008  0.0008
Si  5.3846  -0.0058  5.4981  -0.0018  0.0005  0.0004
Si  -2.7084  2.7425  5.4702  -0.0003  0.0007  0.0006
Si  -0.0428  5.4266  5.4911  -0.002  0.0007  0.001
Si  -2.7361  8.1189  5.4617  0  -0.0009  -0.0001
Si  0.0409  0.017  5.4262  -0.0015  0.0008  -0.0002
Si  1.3525  4.0381  6.7929  -0.0016  -0.0003  0
Si  4.1011  6.8006  6.7851  -0.0005  0.0011  -0.0001
Si  1.3527  -1.3208  6.82  -0.0013  0.0012  -0.0003
Si  4.0366  1.3768  6.8374  -0.0011  0.0007  -0.0003
Si  6.7938  4.1131  6.8095  -0.0019  0.0016  -0.0001
Si  -1.4037  6.7895  6.8476  -0.0019  0.0008  0.0001
Si  6.7879  -1.393  6.7987  -0.0014  0.0005  0.0001
Si  -1.3282  1.3535  6.792  0  0.0005  0.0002
Si  0.016  2.6922  8.1825  -0.0004  0.0009  0.0011
Si  2.7354  5.403  8.1113  0.0005  0  -0.0001
Si  -0.0296  -2.6893  8.1479  -0.0014  0.0009  0
Si  2.6796  0.0365  8.1961  -0.0022  -0.0005  0.0002
Si  5.411  2.7653  8.151  -0.0019  0.0008  -0.0002
Si  8.1173  5.4491  8.2116  -0.0015  0.0007  -0.0001
Si  5.4615  8.129  8.1763  -0.0006  0.0003  0.0009
Si  8.1764  -0.0259  8.1201  0.0001  0.0005  -0.0003
Si  1.3476  1.3692  9.6207  -0.0011  0.0005  0
Si  4.0677  4.1016  9.5753  -0.0002  0.0004  0.0008
Si  1.3567  6.7785  9.3911  -0.0008  0.0002  0.0001
Si  4.0732  -1.3572  9.437  -0.0006  0.0008  -0.0008
Si  6.8073  1.3737  9.3996  -0.0011  0.0003  0.0011
Si  -1.3644  4.0685  9.4766  -0.0008  0.0009  0.0005
Si  6.7817  6.7911  9.6221  -0.0009  0.0007  -0.0005
Si  -1.3791  -1.3551  9.5627  0.0002  0.0008  0.0008
Si  2.7147  2.7583  10.9798  -0.0005  0.0008  0.0017
Si  5.3952  5.4507  11.0052  -0.0013  0  0.002
Si  2.7261  8.1098  10.7145  -0.0015  0.0004  0.0021
Si  5.4293  0.0405  10.7189  -0.0009  0.0006  0.0015
Si  -2.7262  2.6904  10.7787  -0.0013  0.0003  -0.0016
Si  -0.0035  5.4705  10.7659  -0.0014  0.0017  -0.0001
Si  8.1653  8.1606  10.9681  -0.0006  0.0004  0.0007
Si  -0.0267  -0.0151  10.9646  -0.0017  0.0006  -0.0008
Si  1.3105  4.1974  12.2371  -0.0001  0.002  0.0004
Si  3.9846  6.8826  12.2858  0  0.0013  -0.0029
Si  1.3816  -1.5082  12.1249  -0.0013  -0.0003  -0.0008
Si  4.1296  1.3264  12.2232  -0.002  0.0003  0.0006
Si  -4.0587  4.0037  12.2201  -0.0023  0.0009  0.001
Si  -1.2991  6.7603  12.2694  -0.0006  0.0012  -0.0017
Si  6.7197  -1.2865  12.1541  -0.0009  -0.0002  -0.0002
Si  -1.4193  1.3894  12.27  -0.001  0.0005  -0.0023
Si  -0.5335  3.2871  13.3525  -0.0004  -0.0006  0.0056
Si  2.2136  5.953  13.5516  -0.0017  0.0008  0.001
Si  0.4747  -3.1889  13.5395  -0.0011  0.0001  0.0009
Si  6.8426  4.5641  22.4188  0  0  0.0017
Si  5.9884  2.161  13.427  -0.0013  0.0006  0.0063
Si  -2.2495  4.928  13.399  -0.0021  0.0009  0.0002
Si  4.9188  8.7616  13.4101  -0.0013  -0.0002  0.0025
Si  -3.2504  0.4428  13.4256  -0.0009  -0.0011  0.0049
Si  0.0152  -1.3528  -7.5453  0.0004  -0.0003  -0.0024
Si  -2.7275  0.445  -10.5473  0.001  0.0008  -0.0009
Si  7.6083  5.453  16.3659  -0.0011  0.0022  0.0059
Si  6.1839  1.9069  23.2906  0.0026  -0.0001  0.0027
Si  7.7821  -0.4521  24.253  0.0015  0.0001  0.0027
Si  6.9701  7.6389  -12.1059  0.0007  -0.001  0.0003
Si  4.1383  4.7943  -8.1385  -0.0003  0  -0.0025
Si  2.1396  -0.1342  15.2849  0.0017  0.0017  0.0054
Si  1.4501  2.2967  18.6733  -0.0004  0.0013  0.0059
Si  -0.181  7.6114  20.6789  0.0006  0.0002  0.0038
Si  5.3527  7.6254  16.2085  0.0005  -0.0004  0.0063
Si  2.9174  7.4443  20.1371  0.0003  0.0003  0.0035
Si  1.7876  7.3488  -11.1323  0.0006  -0.0017  -0.0002
Si  -1.4532  -0.6711  21.6115  0.0047  -0.0018  0.0052
Si  3.8191  5.761  22.5936  0.0003  -0.0003  0
Si  0.1374  -2.3148  15.7227  -0.0016  -0.0004  0.0046
Si  0.9759  0.3622  -2.354  -0.0015  0.0011  -0.0021
Si  -2.7063  3.6622  -2.4763  -0.0028  0.0014  -0.0031
Si  -2.6363  -1.6598  -6.2574  -0.0004  0.0011  -0.0051
Si  -1.0548  6.7164  -11.5274  0.0005  0  -0.0012
Si  7.541  -0.0882  19.1852  0.0014  0.0016  0.0046
Si  -0.2421  1.1661  -9.2788  0.0005  0.0005  -0.0013
Si  -0.8138  6.5824  17.9933  0.0001  0.0007  0.0065
Si  5.4172  3.3459  16.241  -0.0001  0.0007  0.0021
Si  7.4835  2.3588  20.7234  0.0049  0.0012  0.005
Si  -1.0338  5.7195  22.944  0.0014  -0.0021  0.001
Si  5.4298  2.537  -3.7969  -0.0006  -0.0008  -0.005
Si  6.3119  4.7779  -12.5893  -0.0002  0.0006  -0.0004
Si  6.6833  -1.1643  -8.6273  0.0004  -0.0001  -0.0022
Si  0.078  4.6485  -2.8058  -0.0008  0.0012  -0.004
Si  1.4183  3.7777  22.8952  0.0022  0.0011  0.0019
Si  3.1944  5.4927  15.6502  -0.0001  -0.0012  0.0027
Si  5.0617  -1.544  18.783  0.0013  0.0033  0.0019
Si  -2.1429  -0.1266  16.2821  0  -0.0003  0.0044
Si  6.0228  6.9219  -9.4208  0.0019  -0.002  -0.0017
Si  2.5065  2.7862  -9.7987  -0.0007  0.0004  -0.0015
Si  3.153  -0.5267  13.2648  0  0.0003  0.001
Si  8.0284  4.8694  -10.1074  0.0011  -0.0012  -0.0023
Si  1.8146  5.1642  18.3721  0.0004  0.0014  0.0058
Si  3.8507  1.0965  17.6003  0.0019  -0.0052  0.0034
Si  3.5694  6.9786  -6.1621  0.0011  -0.0007  -0.0058
Si  3.0983  4.6177  -12.2239  0.0003  0.0002  0.0007
Si  4.1376  0.4721  -8.5776  0.0002  -0.0003  -0.0019
Si  -0.301  1.907  21.0603  -0.0005  -0.0024  -0.0018
Si  6.9364  -0.3909  -13.3034  0.001  -0.0004  0.0011
Si  -0.2848  -0.9163  -4.7483  -0.0006  0.0004  -0.006
Si  0.0487  1.9091  15.9258  0.0008  0.0011  0.005
Si  1.2495  7.2493  -4.0954  -0.0007  0.0015  -0.0062
O  -2.5108  2.6098  -1.2665  -0.0007  -0.0002  0.0043
O  1.4976  -1.1104  -2.006  -0.0017  -0.0001  0.0047
O  0.0553  0.7533  -1.0837  -0.002  -0.0012  0.0041
O  3.9909  -1.2152  -2.5654  -0.0016  0.0009  0.0004
O  6.0826  -0.19  -1.424  0.0018  0.0022  0.0047
O  5.4592  5.8808  -1.204  -0.0005  0.0001  0.0037
O  7.8549  5.1312  -1.8768  -0.0032  0.0003  0.0005
O  -0.2377  5.0463  -1.2703  0.0005  0.0027  0.0037
O  -1.4721  -1.376  -0.4472  -0.0032  -0.0005  0.0026
O  6.785  3.3893  23.5445  0  0.0003  -0.0004
O  4.7448  2.4368  17.4029  -0.0033  -0.0013  -0.0017
O  2.9658  -0.6212  -8.3702  0.0001  -0.0009  0.0008
O  6.5451  6.7949  -3.4231  0.0014  -0.0012  0.0075
O  1.6626  -2.6714  -12.5128  -0.001  -0.0001  0.0011
O  5.8767  7.5228  -10.9137  0  -0.0005  0.0016
O  0.1133  4.6295  23.423  0.0013  -0.002  -0.0011
O  4.1233  3.1731  -3.048  -0.0024  0.0008  0.0041
O  5.2778  3.6882  -7.8816  0.0005  -0.0006  0.0027
O  1.3895  7.9001  20.4081  0  0.0001  -0.0001
O  0.8476  0.8284  15.0155  0.0014  0.0013  -0.001
O  2.1315  7.015  -5.4289  -0.0019  0.0002  0.0062
O  -2.6045  5.3046  22.6859  0.0007  -0.0003  -0.001
O  -1.4298  -2.0666  -7.2908  -0.0005  0  0.0008
O  -1.2477  1.7659  -8.1409  0.0004  -0.0004  0.0025
O  5.3518  -2.1847  15.003  -0.0011  0.0004  -0.0035
O  6.6827  1.4553  21.8166  0.0009  0.0006  -0.0014
O  2.0767  2.8197  24.0354  -0.0001  0.0002  -0.0009
O  -0.2632  3.161  14.9761  -0.0018  -0.0008  -0.0012
O  7.5201  7.6367  -1.1182  0.0011  0.0009  0.002
O  4.5675  1.9891  23.3574  0.0031  0  0.0005
O  2.2254  1.3729  -2.5112  -0.0007  0.0003  0.002
O  4.328  4.3327  15.5558  0.0009  -0.0005  0.0022
O  -1.8036  2.516  21.0278  0.0061  -0.004  0.0005
O  0.2363  1.7115  19.5488  -0.0011  0.0008  0.0058
O  -1.1498  0.8662  -10.6083  0.0002  0.0005  0.0003
O  -2.4689  3.8625  -8.9327  0.0016  -0.0021  -0.0003
O  6.3546  -1.1032  19.6621  -0.0023  -0.0021  -0.0047
O  0.9343  2.4189  17.1533  -0.0031  0.0009  -0.0055
O  5.4238  -0.3065  -9.1565  0  -0.0004  0.0007
O  6.596  -1.9248  -12.9414  0.001  0.0002  -0.0001
O  1.4689  3.8016  -2.8584  -0.0006  -0.0006  0.0016
O  0.4245  -0.5912  -6.1689  -0.0006  0.0012  0.0035
O  7.3878  7.9784  -5.6543  -0.0021  0.0007  0.0019
O  2.1426  5.0721  16.7969  0.0002  -0.001  -0.0016
O  6.7773  6.2879  -12.9824  0.0005  -0.0007  0.001
O  0.2332  7.1628  -10.6212  0.0004  -0.0018  -0.0011
O  2.8507  4.0337  -8.7914  0.0013  0.0002  0.0013
O  -2.4638  5.1202  15.0174  0.0004  0.0004  -0.0038
O  -1.3037  1.2386  16.4887  0.0022  -0.0004  -0.0032
O  -1.1459  -1.3518  15.943  -0.0005  0.0017  0.0007
O  -1.8953  -0.9131  -5.0125  0.0009  0.0003  0.0034
O  2.5288  5.9548  -11.5068  -0.0007  0.0007  0.0001
O  7.4236  6.1364  -9.3212  -0.0011  0.0003  0.0017
O  7.2101  2.2269  -7.1139  -0.0005  0.001  0.0031
O  0.3392  5.9574  -3.7281  -0.0005  -0.0002  0.0041
O  2.7159  1.3022  18.729  0.0006  0.0004  -0.0002
O  2.681  4.6229  22.2894  0.0019  -0.0005  0.0005
O  6.6182  6.6635  15.9962  0.001  -0.0016  -0.0024
O  7.8524  -0.9521  -9.7483  0.0003  -0.0009  0.0013
O  -1.5387  5.2778  -10.9733  0.0008  0  0
O  4.7764  5.9366  -9.1056  0.0007  -0.0006  0.0015
O  5.3246  0.9317  -3.6185  -0.0017  -0.0006  0.0026
O  5.8909  2.3725  15.0535  -0.0011  0.0019  -0.003
O  4.649  1.2086  -7.2195  0.0016  0.0002  0.0022
O  1.0168  2.1518  -9.5566  0.0002  -0.0008  0.0014
O  3.8316  -2.1998  19.6072  0.0015  0.0014  -0.0031
O  -2.371  7.6867  -11.551  0.0004  -0.0001  -0.0002
O  6.1987  -2.6941  -8.4408  0.002  -0.0002  0.0021
O  -0.3717  0.5066  21.8657  -0.0022  0.0003  -0.0038
O  3.944  6.8437  16.1437  -0.0003  -0.0004  0
O  6.9188  4.3206  -11.1526  0.0009  -0.0008  0.0004
O  4.7031  -0.1625  18.0554  -0.003  0.0063  -0.0013
O  -2.5653  -0.7037  22.769  0.0041  0.0005  -0.0035
O  2.3719  7.5488  -2.9609  0.0004  0.0023  0.005
O  0.7948  2.8512  21.7416  -0.0015  -0.0004  -0.0014
O  -1.0245  7.5528  19.2825  0.0003  -0.0027  -0.0022
O  2.6692  3.3516  -11.3015  0.0004  -0.0008  0.0012
O  -0.0584  7.3669  16.7949  -0.001  0.0034  -0.0038
O  -0.4561  6.7164  -13.0476  0.0019  0.0008  -0.0007
O  7.2363  -0.7334  -7.1507  0.0011  -0.001  0.0025
O  3.434  6.2621  24.0814  0.0019  -0.0003  -0.0009
O  7.2415  1.5234  19.3466  0.0013  -0.0014  -0.0013
O  7.9033  -0.3988  17.6376  0.0026  0  -0.0039
O  4.7866  7.4724  -5.2102  0.0012  0.0006  0.0034
O  -1.2714  3.8203  -3.2684  -0.0022  0.0014  0.0032
O  3.7655  5.4677  -6.7171  -0.0006  0.0013  0.0025
O  7.5514  0.3845  -12.0261  -0.0005  -0.0001  0.001
O  -0.7113  -2.0784  21.6046  -0.0012  0.0028  -0.0004
O  1.4079  6.7903  -0.3036  -0.0007  0.0017  -0.0007
O  -2.0951  -0.4056  20.1574  0.0019  -0.0005  -0.0025
O  4.7042  4.6847  -12.4524  0.0002  -0.0016  -0.001
O  6.8594  3.1453  -3.2979  0.0012  0.001  0.0019
O  3.1645  0.705  16.1998  0.003  -0.0048  0.0012
O  7.7598  0.026  15.014  0.0008  0.003  -0.001
O  0.2327  5.4691  18.5187  0.0005  -0.0004  -0.0006
O  -1.0932  6.8376  24.118  0.0009  -0.0015  -0.0016
O  2.6401  -2.7562  -9.9926  -0.0005  -0.0015  0.0027
O  -0.431  6.2655  21.5386  0.0016  0.002  -0.0012
O  5.3374  2.8897  -5.3609  -0.0006  -0.0008  0.0056
O  7.4355  1.5933  -9.652  -0.0001  -0.0015  0.002
O  5.5184  -2.5911  17.6535  -0.0004  0.0012  -0.0017
O  2.0077  3.7466  19.1136  0.0009  0.0009  -0.0027
O  0.0922  0.2486  -3.7008  0.0017  0.001  0.0031
O  0.2241  -2.3841  -4.2695  0.0003  -0.0002  0.0015
O  6.1783  -1.5169  -3.8298  -0.0021  0.0022  0.0057
O  6.6816  4.1917  16.8307  0.0004  0.0017  -0.0005
O  3.6151  6.9245  21.4939  -0.0011  0.0008  -0.0043
O  -0.5481  -1.5812  -13.4747  -0.0005  0.0009  -0.0011
O  3.5867  1.5985  -9.5916  0.0014  -0.0006  0.001
O  3.5712  7.9326  -7.462  0.0002  -0.0001  0.0011
O  0.157  -0.297  -8.7516  0.0001  -0.0015  0.003
O  -2.2063  5.9054  17.5092  -0.0026  0.0001  -0.0027
O  1.0876  -2.4853  -7.9143  0.0003  -0.0003  0.0007
O  1.5225  -1.4718  16.03  0.0008  0.0011  -0.0031
O  6.8943  3.8687  20.9222  0.0021  -0.002  -0.0023
O  2.8097  6.2497  19.0435  -0.0002  0.0012  -0.0033
O  5.4116  5.3584  22.5251  0.0009  -0.0005  -0.0018

Results
free energy: -158844.666 eV
free energy less fixed offsets of O -570.45, Si -639.56 eV per atom: -5.376 eV

The program warned: the cutoff lies below the one the program advises for these potential files; the forces do not sum to zero within the program's tolerance; empty levels may hold ghost states of the PAW files; the exchange-correlation potential is rough where the density is thin.
